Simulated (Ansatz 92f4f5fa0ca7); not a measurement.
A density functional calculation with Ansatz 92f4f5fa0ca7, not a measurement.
Periodic cell of 224 atoms, Si132O90As1H1, from a study of silicon, its oxide and their interface. The atomic structure is a simulated model.

Settings: functional PBE; potential files Ansatz PAW; basis plane waves; wave-function cutoff 700 eV; density cutoff ratio 5; exchange-correlation grid ratio 1; k mesh 2 x 2 x 1, shifted by 0.5 0.5 0.5 of a step; self-consistency stop 5e-08 eV per atom in the density residual; occupations fixed; spin none; net charge 0.

Cell vectors (angstrom)
a 10.938 0 0
b 0 10.938 0
c 0 0 33.2978

Atoms and the computed forces on them: element, x, y, z (angstrom), force x, y, z (eV/angstrom)
Si 0.4387 -0.3432 25.9581 0.0272 -0.0092 -0.046
Si 5.3315 0.3138 25.7652 0.0023 0.0259 -0.0313
Si 2.95 2.4067 25.7627 -0.0086 -0.0365 -0.0394
Si 7.9467 3.0322 26.0391 -0.0199 0.0119 -0.0356
Si -0.2779 5.6226 25.742 -0.0273 0.0024 -0.0311
Si 5.8455 5.3282 25.8429 0.0323 -0.0029 -0.0345
Si 2.609 8.32 25.7088 -0.0099 0.0063 -0.0411
Si 8.5701 8.0097 25.7757 0.0109 -0.0212 -0.0351
Si 1.5059 1.2934 27.2461 -0.0265 -0.0025 0.0039
Si 6.7888 1.4083 27.2483 0.0055 -0.0017 0.0046
Si 4.1126 4.1209 26.9955 -0.0014 -0.0149 0.0069
Si 9.593 4.1474 27.2422 -0.007 0.0085 0.0121
Si 1.3788 6.7829 27.0395 -0.009 -0.011 -0.0028
Si 6.9724 6.8764 27.166 0.0077 0.0177 -0.0062
Si 4.188 9.5439 27.0185 -0.0027 0.0137 0.0046
Si 9.6761 9.5286 27.1823 -0.006 -0.0077 0.0276
Si 2.8438 -0.092 28.5445 0.0059 -0.0103 -0.0082
Si 8.2261 -0.0181 28.4961 0.0042 -0.0036 -0.0159
Si 0.0426 2.6983 28.5096 0.0042 0.0029 -0.0188
Si 5.4067 2.7868 28.5307 -0.0036 0.0055 -0.0081
Si 2.7458 5.4431 28.4441 0.0049 -0.0043 0.0224
Si 8.2283 5.4849 28.585 -0.0102 0.0057 -0.0163
Si 0.0568 8.1369 28.5257 0.0133 -0.0122 -0.0078
Si 5.5057 8.1979 28.4722 -0.0078 0.0095 0.0109
Si 4.1018 1.3673 29.8796 0.0943 -0.0107 0.2867
Si 9.5708 1.3673 29.8796 0.0461 -0.0629 -0.1205
Si 1.3673 4.1018 29.8796 0.1858 -0.0026 -0.2085
Si 6.8362 4.1018 29.8796 -0.2019 0.0836 0.1834
Si 4.1018 6.8362 29.8796 0.0125 -0.0482 -0.5194
Si 9.5708 6.8362 29.8796 0.3181 0.104 0.5268
Si 1.3673 9.5708 29.8796 0.2518 -0.3032 0.0785
Si 6.8362 9.5708 29.8796 0.0626 -0.0046 -0.1464
Si 0 0 31.2468 -0.0042 0.0279 -0.0356
Si 5.469 0 31.2468 0.0765 0.1671 -0.0029
Si 2.7345 2.7345 31.2468 -0.0556 -0.0787 -0.0074
Si 8.2035 2.7345 31.2468 -0.0429 -0.0002 -0.0279
Si 0 5.469 31.2468 -0.0607 0.0766 0.0027
Si 5.469 5.469 31.2468 0.0659 -0.0206 0.0039
Si 2.7345 8.2035 31.2468 -0.0861 0.0554 0.0158
Si 8.2035 8.2035 31.2468 0.0674 0.0304 -0.0088
Si 1.3673 1.3673 32.6141 -0.0071 0.0368 0.0142
Si 6.8362 1.3673 32.6141 0.0242 -0.0825 0.0067
Si 4.1018 4.1018 32.6141 -0.0043 0.0039 0.002
Si 9.5708 4.1018 32.6141 0.0635 -0.0265 -0.0151
Si 1.3673 6.8362 32.6141 0.0581 -0.0776 0.0032
Si 6.8362 6.8362 32.6141 -0.0258 0.0259 0.0125
Si 4.1018 9.5708 32.6141 0.0413 -0.0584 -0.0173
Si 9.5708 9.5708 32.6141 -0.0351 -0.0139 0.005
Si 2.7345 0 0.6835 -0.0113 0.003 -0.0103
Si 8.2035 0 0.6835 0.0075 0.0773 0.0255
Si 0 2.7345 0.6835 -0.0852 0.0209 -0.0049
Si 5.469 2.7345 0.6835 0.0237 0.0052 -0.0063
Si 2.7345 5.469 0.6835 -0.036 0.0292 0.0202
Si 8.2035 5.469 0.6835 0.0016 -0.0172 -0.0097
Si 0 8.2035 0.6835 0.0061 -0.0054 -0.0096
Si 5.469 8.2035 0.6835 -0.0229 0.0763 -0.0088
Si 4.1018 1.3673 2.0507 -0.0157 -0.0274 0.0366
Si 9.5708 1.3673 2.0507 0.0829 -0.0073 -0.0143
Si 1.3673 4.1018 2.0507 -0.0512 -0.1068 -0.0149
Si 6.8362 4.1018 2.0507 0.009 0.012 0.0366
Si 4.1018 6.8362 2.0507 0.077 -0.0149 -0.0138
Si 9.5708 6.8362 2.0507 -0.0197 0.0132 0.0289
Si 1.3673 9.5708 2.0507 -0.0017 0.0244 0.0393
Si 6.8362 9.5708 2.0507 -0.0684 -0.1547 -0.0253
Si 0 0 3.418 0.0707 0.3459 -0.3425
Si 5.469 0 3.418 -0.2312 -0.1804 0.1617
Si 2.7345 2.7345 3.418 -0.2941 -0.0398 0.0035
Si 8.2035 2.7345 3.418 0.0555 0.076 0.1523
Si 0 5.469 3.418 0.0185 -0.0912 0.1859
Si 5.469 5.469 3.418 -0.0538 0.2302 -0.1951
Si 2.7345 8.2035 3.418 0.0784 0.0347 0.2498
Si 8.2035 8.2035 3.418 -0.38 -0.1767 -0.3372
Si 1.3403 1.3681 4.8114 -0.0058 0.0068 0.0042
Si 6.7958 1.3873 4.769 -0.0019 -0.0048 0.0063
Si 4.0432 4.1652 4.7453 -0.0095 0.0063 0.0088
Si 9.5635 4.1121 4.8182 0.0013 -0.0032 -0.009
Si 1.3615 6.842 4.8002 0.0121 -0.0137 0.0068
Si 6.8125 6.8413 4.7948 -0.0076 0.0051 0.006
Si 4.0788 9.5742 4.8491 -0.0061 0.0009 -0.0078
Si 9.5107 9.624 4.6862 -0.0027 0.0051 0.0159
Si 2.6321 -0.054 6.2361 0.0061 0.0103 -0.0173
Si 8.1564 -0.0031 6.0942 -0.0002 -0.0032 -0.0024
Si -0.0267 2.7478 6.2203 0.0007 0.0026 -0.0076
Si 5.3437 2.7296 6.0502 0.0302 0.0006 0.0096
Si 2.7303 5.5026 6.2281 0.0055 0.0028 -0.0115
Si 8.1321 5.4277 6.1772 0.007 0.0152 -0.0143
Si -0.1258 8.2257 5.9968 0.02 0.0013 0.0075
Si 5.4561 8.1951 6.2318 0.0011 0.0084 -0.0117
Si 3.7832 1.6236 7.421 0.0045 0.0336 0.0334
Si 9.6911 1.1214 7.4509 0.0086 -0.0258 0.0304
Si 1.5972 3.8944 7.5343 0.0195 -0.0103 0.0337
Si 6.5165 4.204 7.423 -0.0281 0.0028 0.033
Si 4.3887 6.5582 7.5908 0.0182 -0.0239 0.0407
Si 9.2657 7.1213 7.3579 0.0078 0.0395 0.0292
Si 0.8979 9.7391 7.4391 -0.0399 0.0055 0.0378
Si 7.0767 9.3788 7.4941 0.0272 -0.0046 0.0338
O 9.6001 6.8098 25.2419 0.0047 0.0007 -0.0235
O 4.1383 1.3558 25.2367 0.0022 0.0032 -0.0158
O 8.1912 8.2381 7.9664 -0.0064 -0.0029 0.0208
O 2.7063 2.7505 7.9983 -0.006 -0.0003 0.0213
O 6.893 4.1285 25.3689 -0.006 0.0134 -0.0264
O 1.4879 9.4807 25.2972 0.0068 -0.0061 -0.016
O 5.4872 5.3798 7.9332 -0.0026 -0.0057 0.0196
O -0.1162 0.0147 7.9058 -0.0032 -0.0081 0.0285
O 6.9649 3.3803 8.7846 0.0168 0.0083 -0.0061
O 6.5477 10.1414 8.8688 -0.0166 -0.0083 -0.01
O 10.1441 6.5547 8.6246 -0.0143 -0.0193 -0.0018
O 1.1225 8.8485 8.8067 0.0077 0.0255 -0.0018
O 4.605 1.0523 8.7162 -0.0095 -0.0139 -0.0063
O 1.0362 4.6185 8.9241 -0.0134 -0.0029 -0.0095
O 8.9241 1.5545 8.8515 0.0025 0.017 -0.0058
O 3.9581 7.0357 9.1073 0.0023 0.0099 -0.0026
O 8.0396 8.8409 24.4447 0 -0.0017 0.017
O 8.7083 2.2936 24.807 -0.0008 0.0041 0.0119
O 5.4999 6.2668 24.5167 -0.0263 -0.0181 -0.0024
O 2.0021 2.8114 24.4643 0.0037 0.0087 0.0073
O 10.7542 0.4434 24.6759 0.0044 -0.0073 0.0209
O 0.1927 4.7689 24.3976 0.006 -0.001 0.0081
O 7.2544 11.8815 20.686 -0.0044 -0.0061 -0.0264
O 6.2268 10.7809 24.4535 -0.0056 -0.0083 0.0063
Si 9.6714 1.3624 23.916 -0.0058 0.0047 0.0006
Si 4.6053 6.4365 20.5653 0.0092 -0.0055 0.0006
Si 1.0533 8.8943 10.4342 -0.005 0.0044 -0.0004
Si 17.2738 5.2425 15.8467 -0.0001 -0.0015 0.0058
Si 7.3158 2.1496 19.5808 0.0069 -0.002 0.0055
Si 19.3052 14.3086 12.6059 -0.0014 -0.0009 -0.0036
Si 11.0215 4.969 16.819 -0.0024 -0.0049 0.0015
Si 9.2336 -0.6152 16.4534 -0.0042 -0.0048 0.0004
Si 15.4238 10.4979 19.0204 -0.004 0.0001 0.0024
Si 12.6822 3.0169 18.2976 -0.0001 -0.0033 -0.0109
Si 8.3554 2.9341 9.5063 0.0057 0.0048 -0.0029
Si 2.9772 7.9643 18.4465 0.0036 0.0008 -0.0018
Si 11.5479 1.104 16.2714 -0.0014 0.0028 0.0046
Si 0.4343 13.6448 13.5271 0.0012 0.0051 -0.0046
Si 4.2784 2.4828 20.0239 -0.0089 -0.0025 0.0075
Si 6.1245 2.4489 14.4328 -0.0046 0.0019 -0.0017
As 7.3829 5.71 18.9196 -0.0026 -0.0007 0.0021
Si 5.2164 10.7701 9.585 -0.0044 -0.0016 -0.0011
Si 15.166 6.5713 23.5427 0.0018 -0.0055 0.0044
Si 17.9282 10.2554 20.6718 0.0025 -0.0006 0.002
Si 3.0758 4.3269 21.9448 0.0023 0.0021 0.0018
Si 11.4628 9.5809 14.8222 -0.001 -0.0011 -0.0002
Si 6.5624 11.5968 16.9784 0.0006 -0.0035 -0.0042
Si 5.2717 8.2759 13.1014 0.0012 0.0019 0.0009
Si 10.5336 5.2053 9.4345 -0.007 -0.0104 -0.0014
Si 3.7206 6.9697 15.4722 -0.0036 0.0032 0.0044
Si 7.4853 10.1406 23.6206 0.0003 0.0053 -0.0066
Si -2.1911 8.4747 18.8327 -0.0036 -0.0002 -0.0016
Si -0.3867 6.7972 12.0587 -0.0004 0.0021 -0.001
Si 1.6173 10.9914 12.319 -0.0005 -0.0009 -0.0072
Si 11.0329 6.6972 19.04 -0.0025 0.0035 0.0107
Si 3.8428 8.1098 10.3194 0.0006 0.005 -0.0003
Si 0.8124 3.4981 23.5603 -0.0033 -0.0019 -0.0097
Si 10.0666 3.7732 19.1454 0.0004 0.009 0.002
Si 4.8508 11.2584 12.5474 0.0009 0.0008 -0.0012
Si 7.8166 6.285 13.4952 0.0009 0.0001 -0.0015
Si 1.3349 5.3941 14.1384 0.004 0.0009 -0.0035
O 9.9468 7.7322 19.658 0.0008 -0.0092 -0.0319
O 5.1074 1.7074 13.3809 0.01 -0.0119 -0.0044
O 11.4001 2.8271 19.3357 0.0021 0.0216 -0.0205
O 7.3869 12.4724 18.0812 -0.0209 -0.0055 0.0124
O 4.1167 7.9735 14.2339 0.012 -0.0113 -0.0082
O 4.0281 0.8871 19.8485 0.0125 0.0047 -0.0154
O 2.3475 8.0449 10.9441 0.0066 0.0219 -0.0235
O -1.0885 4.0221 17.505 0.0341 0.0188 0.0314
O 7.7311 4.8892 12.6177 0.0112 -0.0154 0.0205
O 9.4583 -1.8331 17.511 -0.0173 0.0203 0.0025
O 5.7828 14.9051 14.9515 0.023 0.0071 -0.0039
O 5.5068 9.9032 13.2177 -0.0209 -0.0048 -0.0194
O 10.7215 8.163 11.1666 0.0128 -0.016 0.0041
O 17.6185 4.9363 17.4248 0.0016 0.0034 -0.0226
O 1.3258 10.6734 15.7513 -0.0419 -0.0047 -0.0169
O 6.0396 12.5158 15.7823 0.0151 -0.0059 0.0059
O 1.5889 7.368 19.1252 0.0043 0.0078 -0.0055
O 19.6174 3.1036 19.7688 -0.003 -0.0185 -0.0131
O 7.5251 18.3915 18.4074 0.0243 0.0201 0.01
O 12.6241 1.7263 17.3129 -0.0169 0.023 0.0016
O 3.234 11.0806 12.4327 0.0028 -0.002 -0.0012
O 3.2196 7.6198 24.3148 0.0082 -0.0007 0.0083
O 19.1517 9.6557 19.794 -0.0169 -0.0122 -0.0003
O 9.4276 4.0796 9.1116 0.0012 0.0039 0.0286
O 11.974 9.8304 13.3129 0.0056 0.0235 0.0015
O 3.886 2.9509 21.551 -0.01 0.0125 -0.0312
O 4.6826 7.1475 22.0656 -0.0122 -0.0311 0.0089
O 1.1621 10.4745 10.8418 0.0094 -0.0256 0.0108
O 5.1213 6.2994 15.9103 -0.0039 -0.0045 -0.0147
O 18.5704 10.5482 16.343 0.0076 0.0111 0.0157
O -2.7853 2.7621 11.1058 0.0101 0.0175 -0.003
O 6.6396 7.399 13.2872 0.0015 -0.0009 0.0092
O 5.8515 2.9073 19.7313 -0.0106 -0.0099 -0.0137
O 11.0371 5.1438 15.2198 0.0255 0.0073 0.0012
O 16.1913 10.8726 17.6217 0.0102 0.0068 0.024
O 10.0964 11.6403 16.9465 0.0173 -0.0214 -0.028
O 0.3018 2.1522 15.0595 0.0151 -0.0145 -0.0043
O 3.5645 5.0804 23.3175 0.0008 0.0234 -0.0313
O 14.0549 -3.2887 16.8482 0.0074 -0.0069 0.0143
O 11.7813 8.06 15.2668 -0.0243 0.0167 0.0567
O 5.5373 11.3768 11.0623 -0.0241 -0.0202 0.002
O 4.0967 -1.3488 9.6744 0.0159 -0.0064 0.0251
O 8.6534 11.2309 23.2188 -0.0101 -0.0132 0.0154
O 4.8373 7.8497 11.5773 -0.0139 0.0221 -0.0029
O 10.5931 2.4299 23.07 0.0136 0.0141 0.0171
O 3.3785 5.3504 20.7089 0.0139 0.0005 0.0251
O 7.6751 5.8491 15.0833 -0.0301 -0.0121 -0.0074
O -0.4676 5.5325 11.0201 -0.0014 0.0175 -0.0107
O 9.8462 9.8806 14.9984 0.0243 0.0051 0.0304
O 0.9376 12.4414 12.5623 0.0038 -0.0067 0.023
O 6.9479 9.6424 22.1716 0.0104 0.0158 0.0006
O 1.541 3.9111 13.4666 -0.0259 0.0012 0.0082
O 4.2097 7.3428 19.2939 -0.0206 -0.0063 -0.0116
O 2.6964 5.8388 14.8944 -0.0042 0.0076 0.0035
O 9.9447 14.2321 13.0023 0.0021 -0.0082 0.0042
O 3.1702 9.5826 18.6968 0.0196 0.0008 -0.0029
O 9.2339 6.9536 13.0243 0.0042 -0.007 -0.0109
O 16.9996 5.807 20.1639 -0.0215 0.0209 0.0157
O 0.8932 6.4674 13.008 -0.0124 -0.0158 0.0138
O 10.7986 6.4888 17.4149 0.0011 -0.0289 0.0226
O 16.5224 9.7845 19.9942 0.0066 0.0247 -0.0127
O 1.4915 4.0188 22.1637 0.019 -0.0069 0.0205
O 10.6046 5.2468 19.7375 -0.0012 -0.0062 -0.0348
O 23.3858 4.3837 17.4042 -0.0308 -0.0117 0.0025
O 14.1523 3.1597 18.9678 0.0011 -0.0135 0.0209
O 7.5901 2.454 13.7126 -0.0163 0.023 -0.0066
H 11.3282 7.7221 16.0684 0.017 0.008 -0.0514

Results
free energy: -139986.934 eV
free energy less fixed offsets of As -4857.07, H -17.10, O -569.03, Si -635.61 eV per atom: 0.456 eV

The program warned: the cutoff lies below the one the program advises for these potential files; the exchange-correlation potential is rough where the density is thin.
